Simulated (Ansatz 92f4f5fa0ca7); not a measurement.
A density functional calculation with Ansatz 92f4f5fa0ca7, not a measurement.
Periodic cell of 223 atoms, Si132O90As1, from a study of silicon, its oxide and their interface. The atomic structure is a simulated model.
Doubt: the cutoff is far below the 930 eV that the study's wrapper takes by default for these files, so forces and energies are approximate.
This geometry differs little from another in the collection (a relaxation step or a small displacement).

Settings
functional: PBE
potential files: Ansatz PAW
basis: plane waves
wave-function cutoff: 580 eV
density cutoff ratio: 5
exchange-correlation grid ratio: 1
k mesh: 1 x 1 x 1, Gamma-centred
self-consistency stop: 5e-08 eV per atom in the density residual
occupations: fixed
spin: none
net charge: +1 e, with a uniform compensating background and no finite-size correction

Cell vectors (angstrom)
a 10.938 0 0
b 0 10.938 0
c 0 0 32.1988

Atoms: element, x, y, z (angstrom)
Si 10.5836 0.2228 24.8564
Si 5.7344 10.6808 24.731
Si 2.4765 2.9168 24.6277
Si 8.422 2.4638 24.8122
Si 0.2716 5.1688 24.7427
Si 5.1507 5.749 24.6789
Si 2.9312 8.0073 24.5842
Si 7.9377 8.4378 24.7212
Si 1.3265 1.3843 26.0277
Si 6.8439 1.3088 26.1145
Si 4.0395 4.1069 25.9817
Si 9.604 4.0604 26.0756
Si 1.3962 6.828 25.993
Si 6.7649 6.854 26.0168
Si 4.0987 9.5345 25.9899
Si 9.4581 9.5713 26.1439
Si 2.7247 -0.0064 27.3326
Si 8.1551 -0.0195 27.5562
Si 0.0065 2.718 27.4824
Si 5.4375 2.7452 27.3523
Si 2.7254 5.4681 27.4233
Si 8.1821 5.4719 27.3409
Si -0.0098 8.183 27.3603
Si 5.4366 8.1999 27.4423
Si 4.078 1.3667 28.7338
Si 9.5734 1.355 28.8356
Si 1.3633 4.1082 28.8034
Si 6.8252 4.104 28.7315
Si 4.0948 6.8197 28.7964
Si 9.551 6.8264 28.7386
Si 1.3619 9.5674 28.7264
Si 6.7834 9.5466 28.8512
Si 0.0179 -0.024 30.154
Si 5.4214 0.0148 30.1561
Si 2.7353 2.728 30.1433
Si 8.186 2.7497 30.1338
Si -0.0253 5.4733 30.1328
Si 5.4811 5.4585 30.1442
Si 2.7194 8.2132 30.1207
Si 8.201 8.1774 30.1546
Si 1.3765 1.3555 31.521
Si 6.8198 1.3804 31.4934
Si 4.1122 4.0907 31.5078
Si 9.5566 4.1056 31.5073
Si 1.3497 6.8497 31.4769
Si 6.8422 6.8188 31.5332
Si 4.0725 9.5712 31.5184
Si 9.5754 9.5528 31.5116
Si 2.7335 -0.0022 0.7116
Si 8.1901 0.0031 0.6474
Si -0.0084 2.7343 0.673
Si 5.477 2.7325 0.6907
Si 2.7367 5.4979 0.6348
Si 8.2125 5.4537 0.7063
Si 0.0079 8.1905 0.6822
Si 5.4629 8.2114 0.6807
Si 4.1271 1.3613 2.0653
Si 9.5537 1.3515 2.0287
Si 1.3745 4.1383 1.9959
Si 6.8418 4.0893 2.0685
Si 4.0984 6.8346 2.0435
Si 9.5764 6.8408 2.0549
Si 1.3774 9.5425 2.0595
Si 6.8255 9.6018 2.0384
Si -0.0294 -0.0379 3.3792
Si 5.4904 0.0138 3.4742
Si 2.7739 2.8104 3.3526
Si 8.1791 2.6807 3.4375
Si 0.042 5.4904 3.4139
Si 5.4786 5.476 3.4091
Si 2.7643 8.2026 3.4492
Si 8.1971 8.2292 3.3801
Si 1.4283 1.3607 4.5806
Si 6.8316 1.3636 4.9205
Si 4.1556 4.0931 4.8024
Si 9.5534 4.1081 4.7044
Si 1.4044 6.8408 4.8309
Si 6.8285 6.8842 4.7372
Si 4.126 9.584 4.845
Si 9.5524 9.5502 4.7871
Si 2.744 0.1163 6.0767
Si 8.1889 -0.0675 6.2583
As 0.0332 2.6438 6.0373
Si 5.4613 2.7363 6.3123
Si 2.8136 5.4828 6.1871
Si 8.1942 5.4686 6.0634
Si 0.0012 8.1935 6.1674
Si 5.5116 8.2334 6.2306
Si 3.8329 1.5782 7.6318
Si 9.807 1.0664 7.5109
Si 1.65 3.8225 7.3595
Si 6.6579 4.4142 7.5031
Si 4.4099 6.6462 7.5721
Si 9.3649 6.9564 7.438
Si 1.1455 9.9071 7.3066
Si 7.1209 9.2447 7.6921
O 8.2554 8.0763 7.8596
O 2.6864 2.7335 8.0003
O 9.5211 1.3507 24.2623
O 4.0489 6.8653 24.1179
O 0.0432 0.0275 8.0043
O 5.551 5.5334 8.0232
O 6.8451 9.57 24.1933
O 1.3646 4.0595 24.1614
O 3.8839 7.3888 8.9593
O 0.6538 4.3691 8.5216
O 9.7918 6.2584 8.8744
O 2.1202 9.3594 8.5009
O 7.5046 3.9435 8.8307
O 4.2702 0.9287 9.0827
O 6.7343 9.563 9.2445
O 9.2098 1.9026 8.7762
O 7.7043 3.1445 23.5104
O 10.4932 5.8451 23.4404
O 5.087 0.4388 23.4006
O 5.8611 5.0883 23.3572
O 3.0994 2.2065 23.2706
O 2.2961 8.719 23.2224
O 8.6211 7.7592 23.3891
O 0.2292 10.3255 23.5925
Si 4.3856 1.5703 22.4605
Si 3.4937 7.9217 14.0413
Si 7.1191 0.9538 14.6716
Si 0.9426 9.354 22.5151
Si 1.1979 4.2943 11.8921
Si 6.271 8.9613 15.3262
Si 0.6906 1.3579 12.3001
Si 8.6256 4.9506 20.5075
Si 0.3056 5.7189 9.3702
Si 5.1046 3.1218 17.9482
Si 0.8922 3.7437 16.7538
Si 10.4043 2.847 19.2314
Si 5.2901 1.1856 10.3677
Si 0.8865 0.1776 19.8463
Si 6.6503 9.4605 10.8929
Si 9.339 9.6759 18.3306
Si 9.3912 9.2452 12.5856
Si 6.5677 3.843 22.5768
Si 2.4449 8.0458 9.3937
Si 10.5887 7.3648 17.0801
Si 2.5134 6.2882 16.5873
Si 10.1857 4.491 14.1962
Si 6.1398 9.184 18.5199
Si 7.9609 2.5846 9.6032
Si 8.8924 2.1362 12.4692
Si 5.3397 6.244 18.0709
Si 3.9219 0.5541 19.464
Si 4.29 3.845 12.0626
Si 5.5467 6.6015 12.1531
Si 8.0152 2.5043 17.2229
Si 4.3644 2.4788 14.9733
Si 1.5451 1.209 15.2642
Si 1.5669 9.402 12.0591
Si 8.0543 6.8507 13.8786
Si 10.3838 9.8354 15.4971
Si 9.8066 7.0151 22.5429
Si 8.1078 5.4826 17.4065
O 6.0491 7.964 11.3041
O 6.02 9.2071 16.9007
O 7.6897 1.356 13.1992
O 0.9046 1.7404 13.8657
O 9.4248 6.2561 16.8764
O 6.759 6.2025 13.1535
O 5.1312 4.6592 18.6123
O 9.2341 2.1582 18.2737
O 2.3659 0.0948 19.0772
O 9.4122 10.2331 16.7701
O 2.802 4.4339 11.7066
O 5.0652 10.3215 19.1059
O 9.439 3.2368 13.5013
O 0.4595 1.7656 19.9593
O 3.1582 1.3613 15.0667
O 8.167 5.3733 19.0197
O 3.8944 6.6012 17.3954
O 4.5849 3.2793 16.3886
O 9.0718 5.666 14.3085
O 5.4449 2.7602 22.1303
O 10.6856 4.1512 15.6886
O 0.3446 3.8682 18.2854
O 10.4271 10.5138 19.2209
O 9.6456 10.0277 14.0348
O 10.9074 8.1204 22.0837
O 1.193 2.1594 16.532
O 9.7325 3.7503 20.4186
O 8.1366 4.0305 16.6775
O -0.0435 9.096 11.9153
O 6.5889 2.4179 18.013
O 5.5871 10.7224 11.2069
O 7.75 9.5923 18.846
O 10.0398 1.0226 12.057
O 1.3617 6.8977 9.0279
O 0.6317 4.763 13.3481
O 5.7097 7.6219 18.9834
O 5.2494 5.087 11.5229
O 2.7147 6.9783 15.1213
O 0.9331 2.7328 11.4639
O 0.8651 10.6823 15.5496
O 2.3805 8.5535 10.921
O 4.715 2.4378 11.2749
O 4.2546 3.513 13.6845
O 2.2106 4.6776 16.4944
O 10.7057 8.248 15.6999
O 6.928 10.2869 14.668
O 2.3483 8.9483 13.4311
O 8.0307 1.5193 15.9123
O 4.1254 6.9894 12.8578
O 4.1777 2.008 18.7237
O 7.2881 4.4188 21.2561
O 8.4203 2.9206 11.1145
O 1.1773 6.8575 17.36
O 5.6555 1.5753 14.7442
O 8.1348 9.7649 11.5961
O 9.201 6.2885 21.2311
O 8.9496 7.7161 12.8549
O 1.6591 0.1059 11.8757
O 6.6422 6.145 17.0624
O 7.4076 7.8021 15.0508
O 1.2154 10.2996 21.2283
O 10.0313 8.1976 18.3579
O 3.946 0.8477 21.0793
O 0.3625 5.31 10.9178
O 6.7034 1.5687 9.6321
O 4.7858 8.6948 14.6835

Results
free energy: -139961.753 eV
free energy less fixed offsets of As -4856.12, O -568.88, Si -635.61 eV per atom: -5.913 eV

Forces (eV/angstrom), in the order of the atoms: element, x, y, z
Si -0.013 0.0249 0.0372
Si 0.0067 -0.0214 0.0571
Si -0.0263 0.0149 0.0523
Si 0.0253 -0.0168 0.0558
Si 0.0133 -0.021 0.0552
Si -0.0095 0.018 0.0473
Si 0.02 -0.0035 0.0496
Si -0.0235 0.0134 0.0405
Si -0.0131 0.0049 -0.0156
Si 0.0093 -0.0054 -0.0319
Si -0.0028 0.0054 -0.0295
Si 0.0145 -0.0143 -0.0234
Si 0.0008 -0.0124 -0.032
Si -0.0116 0.0072 -0.0184
Si 0.0133 -0.0077 -0.0238
Si 0.0025 0.0105 -0.0253
Si -0.0005 0.0037 0.0304
Si 0.0082 0.0066 -0.0628
Si -0.0091 -0.0101 -0.0673
Si -0.0022 0.006 0.0342
Si -0.0038 -0.0073 -0.0252
Si -0.0019 0.0046 0.0297
Si -0.0005 0.0064 0.0328
Si 0.0131 0.0138 -0.0428
Si -0.0107 -0.0015 -0.0273
Si 0.0096 0.0064 0.0599
Si 0.004 0.026 0.0433
Si -0.0036 0.0054 -0.0316
Si -0.0008 -0.0055 0.0349
Si -0.0039 -0.011 -0.0254
Si 0.0082 -0.0005 -0.0301
Si -0.0448 -0.0188 0.0643
Si -0.0054 0.0019 -0.0028
Si 0.0149 -0.0151 -0.0085
Si 0.0065 -0.0106 -0.0041
Si 0.0019 0 0.0006
Si -0.0001 -0.0074 -0.0058
Si -0.0039 -0.0034 -0.0048
Si -0.0056 -0.0015 -0.0006
Si 0.0025 0.0123 -0.008
Si -0.0156 0.0168 0.0097
Si 0.0017 -0.0083 -0.0043
Si 0.0021 0.0211 -0.0037
Si 0.0078 -0.0107 0.0028
Si 0.0133 0.0019 -0.001
Si -0.0045 -0.0012 0.0007
Si -0.0016 0.0078 -0.0046
Si -0.0162 -0.0021 -0.003
Si 0.0163 -0.0184 -0.0023
Si -0.0017 -0.0056 -0.0033
Si -0.0032 -0.0036 -0.0079
Si -0.0043 -0.0132 0.0003
Si -0.0056 -0.0086 0.0028
Si -0.0054 0.0081 -0.0052
Si 0.0083 0.0066 0.001
Si 0.0045 -0.0003 0.0023
Si -0.0128 0.0121 0.0079
Si 0.0035 0.0124 0.0183
Si 0.0097 -0.0149 0.0373
Si 0.0076 0.0263 0.0139
Si 0.0114 -0.0065 0.0135
Si -0.0289 -0.0081 0.0244
Si -0.0102 -0.0049 0.005
Si 0.014 -0.0106 0.0258
Si -0.0044 0.0086 -0.0587
Si 0.0079 -0.0061 0.0305
Si 0.0443 0.0672 -0.0879
Si 0.0066 -0.0703 0.0244
Si 0.0418 -0.0299 0.0464
Si -0.0192 -0.0065 -0.0073
Si 0.0104 0.0416 0.0372
Si 0.0011 0.0077 -0.0317
Si 0.0095 -0.0865 0.0452
Si 0.0112 -0.001 0.0101
Si -0.0284 -0.0116 0.1156
Si -0.0017 0.0326 0.0218
Si 0.0113 -0.0345 0.0293
Si 0.0409 0.0209 0.0871
Si 0.0023 -0.0323 -0.0451
Si -0.0293 -0.0157 0.1027
Si 0.0102 0.0068 0.0545
Si 0.0145 -0.0345 0.0252
As -0.0227 0.0472 0.0489
Si 0.0159 0.0381 -0.0139
Si 0.0375 -0.0041 0.0017
Si -0.0638 0.0424 0.0363
Si -0.0347 -0.0054 -0.0022
Si 0.0074 -0.0457 0.0405
Si -0.0391 0.0405 -0.1021
Si -0.1966 0.0496 -0.0414
Si -0.0299 0.203 -0.0444
Si -0.038 0.049 -0.1748
Si 0.0845 -0.0866 -0.1882
Si -0.1364 0.1275 -0.1005
Si 0.0229 -0.0134 0.0475
Si 0.1137 -0.133 -0.2221
O 0.0641 -0.0014 0.0486
O -0.0888 -0.0406 -0.0304
O -0.0032 -0.0057 0.0078
O -0.0011 -0.0084 0.015
O 0.042 0.0352 -0.0928
O -0.0776 0.0124 0.0505
O 0.0042 0.003 0.0056
O 0.0051 0.0071 0.0074
O -0.0707 0.0643 0.0695
O 0.1131 0.0028 -0.0294
O 0.1109 -0.0385 0.0033
O -0.0023 -0.0426 0.0043
O 0.0581 -0.07 0.0854
O 0.0528 -0.031 0.111
O -0.0148 0.0136 0.1226
O 0.0415 -0.0404 0.01
O -0.0353 0.0303 -0.0245
O -0.0276 0.0344 -0.0265
O -0.0285 0.0377 -0.0344
O 0.0272 -0.0361 -0.0261
O 0.0388 -0.0286 -0.0303
O -0.0406 0.0277 -0.0274
O 0.0362 -0.0308 -0.026
O 0.023 -0.0363 -0.0283
Si 0.0011 0.0036 0.0167
Si 0.0044 -0.0036 0.0304
Si 0.0059 0.0048 0.0279
Si 0.0058 -0.0103 0.014
Si 0.0058 -0.0029 0.0347
Si -0.0078 -0.0021 0.0317
Si -0.0017 -0.0207 0.0487
Si -0.0089 0.0114 -0.0019
Si -0.0464 0.017 -0.0843
Si -0.0005 -0.0057 -0.0029
Si -0.0075 0.0006 0.0215
Si -0.0003 0.003 -0.0028
Si -0.0068 -0.0099 -0.013
Si 0.0176 -0.0136 0.0003
Si -0.021 0.0266 -0.0363
Si 0.0036 0.01 -0.0019
Si -0.0058 0.0011 0.0439
Si -0.0062 0.0025 0.0051
Si 0.0241 0.024 -0.0252
Si 0.0029 -0.0049 0.0043
Si 0.004 -0.002 0.0065
Si -0.0075 -0.0106 0.0362
Si -0.0096 0.009 -0.0165
Si 0.0215 0.0276 -0.0734
Si -0.0091 0.0031 0.0199
Si 0.0023 0.0005 -0.0151
Si -0.0092 0.0032 0.0145
Si 0.0245 -0.0114 0.0415
Si 0.0063 0.0017 0.0485
Si 0.005 -0.0023 0.0091
Si 0.0045 0.0071 0.0228
Si -0.0033 0.0038 0.0266
Si 0.0109 0.0022 0.0356
Si -0.0062 -0.0003 0.0326
Si 0.0008 0.0041 0.0173
Si -0.0044 0.0051 0.0038
Si 0.0007 -0.0039 0.0192
O -0.0046 -0.0283 -0.0107
O 0.0002 0.001 -0.0068
O -0.0073 -0.0076 -0.0101
O 0.0079 0.0026 -0.0045
O 0.0057 0.0041 -0.0045
O 0.0133 0.0022 -0.0197
O 0.001 0.0036 0.0104
O -0.0126 -0.0016 -0.0013
O 0.0018 -0.0002 0.0015
O 0.0009 -0.0017 -0.0086
O -0.0114 -0.0021 -0.0361
O 0.0105 -0.0118 0.0067
O 0.0087 0.0123 -0.0191
O -0.0031 0.0029 0.0139
O -0.0014 -0.0021 -0.0153
O -0.0054 0.0052 -0.0196
O 0.0001 0.0001 0.004
O -0.001 0.0015 -0.0099
O 0.0049 0.0001 -0.0245
O -0.0012 -0.0013 0.0166
O 0.002 0.0044 -0.0131
O 0.0074 0.0049 -0.0043
O -0.0151 -0.0077 0.0008
O 0.0024 0.0057 -0.0066
O 0.001 0.0039 0.0186
O 0.001 -0.0002 -0.0119
O 0.0097 -0.0126 0.0091
O 0.0001 0.0006 -0.0109
O -0.0085 0.0017 -0.0294
O 0 0.0025 0.0047
O -0.0046 -0.0099 -0.0081
O 0.0051 -0.0013 0.0126
O 0.0087 0.0024 -0.0287
O -0.0553 -0.07 0.0014
O -0.0045 0.0036 -0.0202
O -0.0004 -0.0061 0.017
O -0.009 0.0009 -0.0245
O -0.0018 -0.0006 -0.0076
O 0 0.0039 -0.0286
O 0.0006 0.0009 -0.0122
O -0.0096 0.0143 -0.013
O -0.0171 0.0303 -0.0093
O -0.0022 -0.0096 -0.003
O 0.0014 0.0003 -0.0082
O -0.0005 0 -0.0119
O -0.0009 -0.0024 -0.0188
O 0.0055 -0.0029 -0.0157
O -0.0009 0.0013 -0.008
O -0.0102 0.01 -0.0174
O 0.008 0.0141 -0.003
O 0.0246 0.0123 -0.0118
O 0.024 -0.0008 0.0424
O -0.0031 0.0023 0.0031
O 0.0016 -0.0022 -0.0168
O 0.0374 -0.0078 -0.0018
O -0.0134 -0.0222 -0.0082
O 0.001 -0.0053 -0.0226
O -0.0089 0.0066 -0.0302
O -0.0027 -0.0006 -0.0038
O 0.0002 0.0016 -0.0131
O -0.0011 0.0297 -0.0253
O 0.0015 -0.004 0.0029
O -0.0096 -0.0204 -0.0312
O 0.0127 -0.0282 0.0184
O -0.0206 -0.0128 -0.0038
O 0.0029 0.0004 -0.0161

The program warned: the cutoff lies below the one the program advises for these potential files; the exchange-correlation potential is rough where the density is thin.
